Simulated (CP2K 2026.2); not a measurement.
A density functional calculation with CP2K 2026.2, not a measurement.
Periodic cell of 504 atoms, Si360O144, from a study of silicon, its oxide and their interface. The atomic structure is a simulated model.
Doubt: the forces sum to 0.82 eV/angstrom along one axis rather than to zero, so they err by at least 0.0016 eV/angstrom per atom on average; the grid cutoff is modest.

Settings: functional PBE; method Gaussian and plane waves; basis set DZVP-MOLOPT-SR-GTH; pseudopotentials GTH-PBE; grid cutoff 350 Ry, relative cutoff 50 Ry; k points Gamma only; occupations fixed; spin none; net charge 0.

Cell vectors (angstrom)
a	16.32	0	0
b	0	16.32	0
c	7.9045	5.2741	35.2462

Atoms and the computed forces on them: element, x, y, z (angstrom), force x, y, z (eV/angstrom)
Si	1.725	14.731	0.151	-0.175	-0.205	0.041
Si	4.35	1.032	0.028	-0.02	0.029	0.07
Si	1.077	4.287	0.009	-0.078	0.035	0.018
Si	11.749	12.322	35.241	-0.012	0.007	-0.111
Si	1.687	9.282	0.077	0.036	-0.026	0.009
Si	11.789	17.77	35.224	-0.076	0.004	0.035
Si	14.525	20.497	35.201	0.01	-0.011	0.019
Si	9.166	1.624	0.293	0.072	0.057	-0.038
Si	7.059	3.813	0.058	0.142	-0.04	-0.175
Si	9.214	7.084	0.007	0.006	-0.062	-0.012
Si	14.972	14.627	35.181	0.009	-0.101	0.089
Si	9.822	12.016	0.033	0.063	0.04	-0.026
Si	12.527	14.659	0.123	0.027	0.063	-0.122
Si	14.597	1.59	0.121	-0.026	-0.052	-0.069
Si	20.326	9.093	35.215	-0.02	-0.057	-0.027
Si	15.257	6.553	0.039	0.103	-0.068	0.03
Si	11.992	9.797	0.059	-0.034	-0.01	0.078
Si	14.599	12.366	0.241	0.154	0.251	0.002
Si	2.845	16.258	1.506	0.025	0.048	-0.218
Si	5.46	2.665	1.382	-0.026	-0.092	-0.302
Si	2.691	5.449	1.34	-0.047	0.028	-0.26
Si	5.453	8.206	1.308	0.003	-0.001	-0.232
Si	2.794	10.894	1.399	-0.036	0.042	-0.258
Si	5.477	13.624	1.33	-0.054	0.096	-0.246
Si	8.006	16.356	1.538	0.067	0.005	-0.279
Si	10.868	2.767	1.449	0.007	-0.064	-0.263
Si	8.147	5.454	1.379	-0.006	0.065	-0.206
Si	10.818	8.199	1.374	-0.016	0.036	-0.317
Si	8.211	10.863	1.357	0.089	-0.006	-0.237
Si	10.897	13.57	1.456	0.026	0.008	-0.252
Si	13.55	16.311	1.494	-0.006	-0.018	-0.203
Si	16.266	2.729	1.384	-0.071	0.015	-0.197
Si	13.603	5.408	1.329	0.054	-0.035	-0.281
Si	16.371	8.146	1.389	0.022	-0.028	-0.186
Si	13.453	10.884	1.587	-0.044	-0.036	-0.258
Si	16.332	13.573	1.395	-0.011	0.013	-0.386
Si	1.373	1.355	2.724	-0.037	0.015	-0.036
Si	4.062	4.064	2.692	0.003	0.042	0.002
Si	1.381	6.798	2.798	0.006	0.02	0.072
Si	4.167	9.564	2.759	0.007	-0.001	0.118
Si	1.349	12.19	2.774	-0.021	-0.009	0.014
Si	4.159	14.908	2.859	0.057	-0.03	0.087
Si	6.723	1.384	2.91	-0.101	-0.05	0.129
Si	9.544	4.162	2.794	0.016	0.073	0.094
Si	6.741	6.789	2.729	-0.008	-0.018	0.042
Si	9.498	9.522	2.817	0.035	0.005	0.04
Si	6.831	12.245	2.7	-0.018	-0.022	-0.007
Si	9.474	14.961	2.766	0.075	-0.017	-0.028
Si	12.153	1.333	2.831	-0.022	-0.047	0.049
Si	14.93	4.075	2.797	-0.021	-0.01	0.05
Si	12.231	6.806	2.691	-0.008	-0.023	-0.058
Si	14.948	9.492	2.754	0.086	-0.049	0.03
Si	12.173	12.259	2.94	-0.065	0.028	0.174
Si	15.007	14.983	2.8	0.049	-0.002	0.017
Si	16.358	16.345	4.16	-0.044	-0.096	0.031
Si	2.709	2.728	4.108	0.002	-0.03	0.001
Si	16.312	5.441	4.169	-0.015	0.004	-0.083
Si	2.766	8.188	4.132	-0.043	-0.057	-0.067
Si	16.303	10.845	4.15	0.041	0.048	0.024
Si	2.717	13.558	4.165	0.044	0.018	-0.053
Si	5.422	16.306	4.27	-0.009	0.037	-0.042
Si	8.168	2.769	4.168	-0.006	-0.042	-0.049
Si	5.399	5.423	4.115	0.037	0.05	-0.01
Si	8.116	8.135	4.144	0.04	0.039	-0.079
Si	5.494	10.916	4.147	-0.051	-0.075	-0.017
Si	8.148	13.583	4.145	0.023	0.031	-0.049
Si	10.813	16.294	4.192	0.044	0.079	0.013
Si	13.565	2.7	4.167	0.049	0.045	-0.05
Si	10.908	5.494	4.16	-0.088	-0.07	0.001
Si	13.588	8.13	4.117	0.016	0.041	0.009
Si	10.828	10.859	4.251	-0.007	0.051	-0.054
Si	13.623	13.63	4.198	-0.028	-0.034	-0.061
Si	17.686	14.951	16.524	0.02	-0.032	0.015
Si	4.084	17.696	16.518	-0.018	0.014	0.035
Si	17.668	4.09	16.531	-0.04	0.025	0.035
Si	4.061	6.786	16.538	0.013	0.014	0.036
Si	17.669	9.516	16.551	0.032	0.034	0.071
Si	4.083	12.268	16.546	-0.024	-0.035	0.054
Si	6.774	14.958	16.529	0.049	0.027	0.044
Si	9.509	17.694	16.541	-0.028	-0.015	0.047
Si	6.787	4.071	16.546	0.009	-0.013	0.043
Si	9.49	6.781	16.522	0.001	0.026	0.039
Si	6.786	9.516	16.525	-0.011	-0.006	0.013
Si	9.52	12.25	16.504	-0.007	-0.01	0.015
Si	12.224	14.966	16.52	-0.019	0.001	0.012
Si	14.943	17.675	16.513	0.006	-0.01	0.025
Si	12.207	4.047	16.524	0.02	0.028	0.042
Si	14.981	6.809	16.541	-0.01	-0.04	0.05
Si	12.242	9.504	16.52	0.032	-0.016	0.022
Si	14.968	12.236	16.518	0.011	0.013	0.041
Si	19.081	16.301	17.871	-0.052	0.066	-0.001
Si	5.401	2.744	17.932	0.032	-0.044	0.094
Si	18.996	5.461	17.933	0.05	-0.049	0.004
Si	5.455	8.119	17.896	-0.045	0.06	0.074
Si	19.031	10.906	17.902	-0.026	-0.006	0.117
Si	5.44	13.618	17.956	0.011	0.004	-0.022
Si	8.114	16.346	17.887	0.005	-0.055	0.086
Si	10.858	2.712	17.961	-0.001	-0.002	0.008
Si	8.167	5.4	17.928	-0.062	0.047	-0.011
Si	10.828	8.172	17.872	0.022	-0.056	0.049
Si	8.13	10.921	17.867	0.087	-0.049	0.017
Si	10.891	13.58	17.891	-0.027	0.053	0.054
Si	13.547	16.36	17.893	0.079	-0.045	0.008
Si	16.326	2.693	17.879	-0.046	0.063	0.072
Si	13.608	5.399	17.844	-0.004	0.022	0.065
Si	16.329	8.163	17.97	-0.01	-0.014	-0.058
Si	13.656	10.827	17.884	-0.105	0.038	-0.041
Si	16.304	13.615	17.901	0.025	-0.069	0.129
Si	17.714	17.64	19.219	0.064	-0.025	-0.162
Si	20.332	4.098	19.316	-0.004	0.042	-0.05
Si	17.664	6.798	19.369	0.024	0.035	0.026
Si	20.416	9.513	19.233	-0.016	-0.007	-0.16
Si	17.675	12.276	19.316	0.008	0.001	-0.039
Si	20.442	15.034	19.324	0.053	0.01	-0.022
Si	6.756	17.692	19.318	0.032	0.027	0.03
Si	9.498	4.059	19.361	-0.044	-0.035	0.014
Si	6.798	6.74	19.297	-0.024	-0.067	-0.03
Si	9.456	9.561	19.242	-0.025	-0.004	-0.094
Si	6.819	12.251	19.312	0.019	0.026	-0.012
Si	9.498	14.974	19.22	-0.023	0.004	-0.138
Si	12.217	17.678	19.352	0.007	0.01	-0.004
Si	14.931	4.021	19.257	-0.005	-0.059	-0.007
Si	12.227	6.772	19.159	-0.03	-0.036	-0.226
Si	14.991	9.531	19.356	0.064	0.114	0.061
Si	12.28	12.167	19.214	0.088	-0.012	-0.121
Si	14.905	14.998	19.235	-0.047	0	-0.14
Si	16.3	16.357	20.558	-0.05	-0.024	0.26
Si	19.016	18.964	20.65	0.002	0.005	0.228
Si	16.27	5.362	20.657	-0.032	-0.071	0.285
Si	19.089	8.201	20.677	0.033	0.016	0.231
Si	16.358	10.909	20.793	0.1	0.033	0.189
Si	19.059	13.72	20.65	-0.135	-0.144	0.173
Si	5.432	16.368	20.803	0.094	0.081	0.246
Si	8.104	19.021	20.751	-0.052	-0.001	0.24
Si	5.386	5.427	20.712	-0.003	0.022	0.215
Si	8.131	8.164	20.618	-0.031	0.035	0.176
Si	5.455	10.846	20.625	-0.009	-0.098	0.215
Si	8.175	13.66	20.653	-0.022	-0.001	0.266
Si	10.814	16.292	20.651	-0.061	-0.055	0.216
Si	13.587	19.023	20.751	0.109	0.091	0.251
Si	10.945	5.444	20.609	0.044	0.045	0.23
Si	13.538	8.104	20.546	-0.005	-0.017	0.186
Si	10.883	10.87	20.587	-0.028	-0.006	0.197
Si	13.598	13.561	20.566	0.036	0.039	0.185
Si	17.479	14.917	21.974	-0.091	0.002	0.087
Si	20.549	17.94	22.19	-0.008	0.039	-0.117
Si	17.404	3.718	21.969	-0.077	0.012	0.01
Si	20.596	7.036	22.089	0.025	-0.021	-0.067
Si	18.124	9.864	22.055	-0.208	-0.095	0.071
Si	20.273	12.143	21.875	0.005	-0.027	0.165
Si	7.076	15.223	22.102	0.078	0.003	-0.025
Si	9.287	17.431	22.071	0.003	0.018	-0.049
Si	6.471	3.84	22.099	0.018	0.08	-0.038
Si	9.801	7.059	21.852	-0.01	0.088	0.326
Si	6.525	9.225	22.022	0.042	-0.01	0.177
Si	9.771	12.471	21.916	0.084	0.024	0.27
Si	11.955	14.625	21.865	0.044	-0.082	0.088
Si	15.21	17.833	22.051	0.024	0.047	0.034
Si	12.454	4.33	22.082	0.045	-0.03	0.171
Si	14.633	6.535	21.889	0.066	-0.042	0.148
Si	11.996	9.246	21.892	-0.105	0.048	0.264
Si	15.267	12.652	21.998	-0.137	-0.09	0.163
Si	10.78	11.091	28.7	-0.029	0.007	-0.135
Si	18.933	14.019	28.986	-0.064	-0.023	-0.152
Si	12.919	5.205	28.064	-0.075	-0.161	-0.003
Si	10.604	16.055	28.537	-0.038	-0.001	-0.071
Si	11.975	17.624	26.278	0.151	-0.081	0.515
Si	7.037	7.591	28.871	-0.062	-0.025	-0.023
Si	9.949	9.738	26.105	0.173	-0.259	0.289
Si	11.833	14.583	30.751	-0.022	-0.004	-0.366
Si	19.063	11.146	30.113	0.048	0.005	-0.33
Si	18.713	5.519	24.174	0.102	0.011	0.044
Si	10.801	8.138	33.115	-0.086	-0.091	-0.109
Si	7.971	11.069	24.166	0.182	-0.115	0.159
Si	21.324	13.21	33.148	0.024	0.124	-0.053
Si	18.725	16.578	24.449	0.021	-0.074	0.237
Si	16.643	15.822	28.618	0.016	-0.044	0.116
Si	20.879	9.074	29.509	0.18	-0.043	-0.169
Si	22.986	14.512	30.932	0.053	0.005	-0.459
Si	7.88	16.259	33.308	0.052	0.075	-0.062
Si	14.314	7.508	29.046	0.027	0.054	-0.071
Si	8.758	18.598	29.127	0.159	0	-0.157
Si	16.526	19.234	32.997	-0.046	-0.047	-0.146
Si	18.562	9.356	27.748	0.053	-0.027	0.068
Si	22.308	18.451	29.57	-0.212	0.057	-0.088
Si	21.336	5.088	29.106	-0.001	0.068	-0.011
Si	9.328	13.59	29.753	0.087	-0.093	-0.12
Si	17.326	9.7	24.994	-0.021	0.2	0.362
Si	13.079	10.397	33.116	0.105	0.101	-0.059
Si	13.676	7.196	26.182	-0.164	0.014	0.288
Si	7.654	18.787	31.865	-0.024	0.002	-0.516
Si	12.765	9.838	24.801	-0.152	-0.151	0.472
Si	15.093	11.811	24.918	0.086	-0.012	0.4
Si	17.411	18.119	26.887	-0.121	0.056	0.429
Si	18.835	4.61	27.137	-0.149	0.035	0.381
Si	15.989	7.166	24.556	-0.211	-0.004	0.408
Si	10.569	19.321	24.298	0.166	-0.062	0.146
Si	7.826	5.124	33.273	-0.045	-0.013	0.002
Si	8.372	5.266	24.129	-0.027	0.233	0.089
Si	21.087	15.986	28.96	-0.144	0.115	0.004
Si	15.147	17.62	30.682	0.108	-0.064	-0.522
Si	18.608	5.119	33.345	0.123	0.101	-0.027
Si	19.002	10.991	33.087	-0.159	-0.13	-0.107
Si	14.749	14.357	26.589	0.133	-0.145	0.386
Si	14.463	18.912	27.872	0.062	0.082	0.039
Si	20.371	14.65	26.436	-0.078	-0.005	0.422
Si	5.778	13.311	24.236	-0.084	0.015	0.11
Si	9.237	6.694	30.925	-0.052	-0.14	-0.604
Si	17.278	6.736	28.722	-0.034	0.059	-0.001
Si	13.346	16.185	32.892	-0.041	0.031	-0.185
Si	19.587	6.627	30.906	0.065	0.013	-0.464
Si	13.339	10.285	30.11	-0.073	-0.082	-0.426
Si	13.104	12.689	28.671	0.132	0.031	-0.167
Si	13.603	16.132	24.175	0.023	-0.071	0.027
Si	8.778	7.017	26.541	0.109	0.166	0.281
Si	10.051	4.897	28.554	-0.031	-0.02	-0.029
Si	1.372	14.954	5.534	0.007	0.02	-0.062
Si	4.035	1.38	5.551	-0.009	-0.071	0.001
Si	1.36	4.071	5.521	-0.025	0.03	-0.04
Si	4.078	6.798	5.519	-0.011	-0.001	-0.044
Si	1.371	9.509	5.522	-0.01	-0.008	-0.051
Si	4.092	12.224	5.54	-0.011	0.002	-0.046
Si	6.815	14.935	5.568	-0.004	0.056	-0.004
Si	9.492	1.375	5.553	-0.007	-0.032	-0.017
Si	6.78	4.103	5.526	-0.007	0.014	-0.033
Si	9.508	6.813	5.532	0.026	0.022	-0.047
Si	6.799	9.519	5.536	0.021	0.02	-0.049
Si	9.479	12.245	5.576	-0.001	-0.062	-0.002
Si	12.227	14.968	5.555	0.01	0.012	-0.019
Si	14.961	1.36	5.534	-0.01	0.017	-0.054
Si	12.231	4.091	5.537	0.013	-0.007	-0.04
Si	14.943	6.8	5.53	0.017	-0.053	-0.036
Si	12.245	9.487	5.538	-0.026	0.028	-0.022
Si	14.965	12.226	5.542	0.005	0.019	-0.032
Si	2.704	16.321	6.924	-0.019	0.028	0.016
Si	5.422	2.734	6.904	0.01	-0.007	-0.013
Si	2.713	5.441	6.895	-0.008	0.012	0
Si	5.433	8.157	6.901	0.002	-0.007	0.01
Si	2.722	10.868	6.907	0.014	-0.002	0.001
Si	5.436	13.587	6.926	-0.009	0.007	0.011
Si	8.152	16.322	6.931	0.012	-0.006	0
Si	10.87	2.731	6.912	-0.007	-0.002	-0.002
Si	8.147	5.452	6.905	-0.001	-0.012	0.001
Si	10.871	8.155	6.92	-0.01	0.003	0.005
Si	8.139	10.87	6.936	0.006	0.024	0.023
Si	10.869	13.6	6.925	0.015	-0.002	-0.012
Si	13.597	16.329	6.916	-0.02	-0.008	-0.008
Si	16.318	2.722	6.906	-0.003	-0.016	0.005
Si	13.595	5.44	6.913	0.005	-0.009	0.011
Si	16.318	8.156	6.895	0.001	0.01	0.004
Si	13.596	10.866	6.908	0.015	-0.003	-0.012
Si	16.324	13.596	6.908	-0.002	-0.016	-0.008
Si	17.663	1.36	8.292	-0.012	-0.034	0.008
Si	4.068	4.09	8.283	0.005	0.004	-0.003
Si	17.671	6.795	8.274	-0.018	-0.018	-0.001
Si	4.075	9.509	8.285	-0.031	-0.014	-0.004
Si	17.683	12.234	8.281	0.01	0.03	-0.002
Si	4.073	14.959	8.287	0.021	0.019	0
Si	6.778	1.367	8.283	-0.012	-0.027	0.006
Si	9.505	4.088	8.281	-0.015	-0.025	-0.004
Si	6.792	6.807	8.285	0.032	0.021	-0.006
Si	9.515	9.517	8.297	0.024	0.03	0.002
Si	6.785	12.229	8.307	-0.016	-0.028	0.002
Si	9.516	14.963	8.299	0.018	0.027	0.008
Si	12.234	1.37	8.285	0.032	0.017	0.003
Si	14.958	4.08	8.283	0.005	0.013	0.002
Si	12.231	6.793	8.29	-0.015	-0.008	-0.001
Si	14.962	9.513	8.28	0.003	0.017	0.002
Si	12.233	12.228	8.283	-0.017	-0.008	0.007
Si	14.956	14.956	8.281	-0.017	-0.009	0.002
Si	16.307	16.317	9.663	-0.002	0.017	0.009
Si	2.709	2.724	9.657	0.004	-0.005	0
Si	16.315	5.44	9.657	0	-0.002	0.002
Si	2.709	8.152	9.653	0.009	0.005	-0.002
Si	16.319	10.877	9.653	-0.008	-0.007	0.003
Si	2.715	13.598	9.66	-0.005	-0.007	-0.003
Si	5.428	16.322	9.66	-0.008	0	0.005
Si	8.145	2.724	9.653	0.012	0.004	-0.003
Si	5.431	5.446	9.657	-0.006	-0.005	0.001
Si	8.152	8.159	9.668	-0.004	-0.007	-0.004
Si	5.426	10.868	9.671	0.012	0.028	0.006
Si	8.153	13.597	9.666	0	0	-0.002
Si	10.879	16.326	9.662	-0.004	-0.018	0.008
Si	13.596	2.723	9.659	-0.016	-0.014	0
Si	10.867	5.437	9.662	0.008	0.003	0.004
Si	13.596	8.157	9.657	0.002	0.005	0
Si	10.875	10.876	9.668	-0.003	-0.004	0.005
Si	13.595	13.593	9.654	0.004	0.004	-0.002
Si	17.672	14.957	11.034	-0.002	0.005	0
Si	4.068	17.683	11.032	0.003	-0.01	0.002
Si	17.671	4.081	11.036	-0.003	0.002	0.001
Si	4.07	6.802	11.034	-0.009	-0.001	-0.005
Si	17.674	9.515	11.029	-0.002	0.007	-0.005
Si	4.07	12.237	11.037	0	-0.009	0.004
Si	6.79	14.961	11.032	0.005	0.003	0.002
Si	9.509	17.685	11.025	0.002	-0.004	-0.002
Si	6.787	4.082	11.03	0.003	-0.001	-0.001
Si	9.511	6.797	11.04	0.001	0	0
Si	6.791	9.514	11.045	0.004	0.004	0.001
Si	9.513	12.238	11.04	0.005	0.004	0.003
Si	12.236	14.956	11.03	0.005	0.006	0.001
Si	14.95	17.68	11.037	-0.009	-0.009	0.003
Si	12.231	4.078	11.033	0.004	0.003	-0.001
Si	14.954	6.797	11.033	-0.007	0	-0.001
Si	12.237	9.514	11.037	-0.001	0.007	0
Si	14.958	12.235	11.029	0.003	-0.003	-0.002
Si	19.028	16.324	12.406	0.006	-0.007	-0.005
Si	5.431	2.72	12.406	-0.013	0.003	0.005
Si	19.034	5.441	12.408	0.012	0.012	-0.003
Si	5.424	8.159	12.417	0.01	-0.011	0.002
Si	19.032	10.873	12.406	-0.01	0.007	-0.001
Si	5.432	13.6	12.408	0.003	-0.002	0
Si	8.151	16.325	12.399	0.005	-0.004	-0.003
Si	10.866	2.719	12.404	0.001	-0.006	0
Si	8.143	5.44	12.409	0.012	-0.006	-0.003
Si	10.877	8.152	12.414	-0.005	0.013	-0.002
Si	8.153	10.877	12.416	-0.006	0.009	-0.005
Si	10.873	13.603	12.41	0.004	-0.004	0.001
Si	13.593	16.314	12.407	-0.011	0.001	-0.002
Si	16.309	2.722	12.412	0.009	-0.011	0.002
Si	13.592	5.437	12.405	-0.007	-0.002	-0.008
Si	16.315	8.158	12.406	-0.002	0	-0.002
Si	13.599	10.877	12.408	0.002	-0.006	-0.005
Si	16.317	13.592	12.408	-0.015	0.008	0.002
Si	17.67	17.682	13.786	-0.019	0.012	0.002
Si	4.072	4.079	13.781	0.007	-0.012	-0.004
Si	17.678	6.804	13.781	-0.006	-0.014	-0.006
Si	4.066	9.522	13.793	-0.01	0.019	0
Si	17.679	12.231	13.781	0.021	-0.026	0
Si	4.071	14.965	13.776	-0.012	0.014	-0.001
Si	6.795	17.681	13.779	0.021	-0.024	0.004
Si	9.503	4.077	13.778	-0.008	0.014	0.002
Si	6.78	6.793	13.786	-0.016	0.028	-0.005
Si	9.516	9.513	13.786	0.023	-0.028	-0.004
Si	6.789	12.239	13.785	0.013	-0.003	0.007
Si	9.506	14.968	13.775	-0.011	0.012	-0.002
Si	12.223	17.672	13.774	0.012	-0.007	-0.001
Si	14.948	4.083	13.786	-0.032	0.021	0.002
Si	12.235	6.787	13.788	0.024	-0.01	-0.001
Si	14.956	9.515	13.783	-0.003	0.017	-0.002
Si	12.239	12.241	13.779	-0.023	0.012	-0.012
Si	14.956	14.954	13.779	0.022	-0.019	-0.005
Si	16.315	16.311	15.155	-0.014	0.005	0.013
Si	19.029	2.729	15.156	0.021	0	-0.002
Si	16.318	5.447	15.152	0.024	0.017	-0.01
Si	19.029	8.159	15.169	0.002	0.004	-0.001
Si	16.322	10.87	15.156	-0.013	0.005	-0.017
Si	19.041	13.598	15.148	-0.019	0.001	-0.011
Si	5.432	16.325	15.15	-0.003	-0.013	-0.03
Si	8.147	2.722	15.16	0.004	0.002	-0.007
Si	5.427	5.43	15.166	-0.008	0.004	0.005
Si	8.143	8.154	15.151	0.007	-0.004	-0.005
Si	5.425	10.887	15.166	0.003	-0.007	0.002
Si	8.146	13.61	15.149	0.018	0.006	-0.007
Si	10.858	16.326	15.156	-0.001	-0.027	0.007
Si	13.581	2.711	15.144	0.004	-0.002	-0.02
Si	10.863	5.428	15.155	-0.001	0.002	0
Si	13.604	8.145	15.155	-0.045	-0.004	-0.002
Si	10.884	10.876	15.15	0.007	0.019	0.008
Si	13.595	13.601	15.156	0.007	0.002	0.011
O	15.671	15.442	27.373	-0.181	0.017	-0.197
O	11.806	3.711	23.483	0.143	-0.223	-0.028
O	17.375	6.378	24.428	0.009	-0.04	-0.17
O	5.358	19.063	22.704	-0.072	-0.069	-0.514
O	15.357	7.432	23.079	0.204	0.252	-0.142
O	21.489	18.772	34.777	0.034	0.173	0.407
O	10.874	13.556	22.569	-0.076	0.072	-0.627
O	16.279	18.984	22.639	0.244	0.053	-0.585
O	20.672	14.449	33.988	0.071	-0.078	0.023
O	12.419	17.146	33.827	0.129	-0.134	0.226
O	9.124	11.735	23.237	0.066	-0.179	0.055
O	13.572	5.459	22.624	0.032	-0.045	-0.644
O	15.277	19.899	33.839	-0.188	0.057	0.216
O	23.045	5.964	34.104	-0.142	-0.236	0.005
O	22.617	12.62	33.945	0.025	0.239	-0.013
O	19.765	15.283	29.591	-0.018	0.098	0.153
O	19.562	9.65	33.844	0.225	0.055	0.313
O	16.045	13.476	34.604	0	0.035	0.46
O	18.304	4.252	23.245	0.046	-0.289	0.014
O	20.327	8.061	30.67	-0.287	0.1	0.355
O	9.382	4.072	24.52	0.075	0.019	0.075
O	17.563	5.479	27.715	-0.075	0.009	-0.059
O	17.536	8.117	27.911	0.091	-0.037	-0.21
O	19.842	17.435	23.609	0.006	0.15	-0.238
O	11.429	6.903	33.976	0.069	-0.124	-0.052
O	20.942	12.745	23.251	-0.11	0.054	-0.152
O	12.471	11.703	33.882	-0.121	0.036	0.074
O	11.713	10.262	29.776	-0.069	-0.263	0.183
O	10.695	18.922	34.688	-0.247	0.021	0.445
O	20.089	8.843	28.078	-0.169	0.071	-0.103
O	22.426	6.251	28.775	0.064	-0.022	0.166
O	17.749	5.846	34.494	0.197	-0.12	0.184
O	19.131	11.108	22.464	0.111	-0.197	-0.532
O	19.151	6.345	32.425	0.031	0.098	0.207
O	12.765	9.952	23.179	-0.03	-0.199	-0.44
O	22.123	20.024	29.279	0.187	-0.024	0.226
O	11.778	12.115	27.894	0.099	-0.052	0.091
O	13.376	5.247	34.614	-0.112	0.199	0.218
O	9.106	6.314	23.135	-0.091	0.066	-0.04
O	14.572	12.293	23.457	-0.119	-0.026	-0.33
O	8.725	19.123	30.676	0.162	0.094	0.298
O	19.454	15.473	25.395	-0.067	-0.039	-0.348
O	9.049	15.396	34.012	0.137	-0.105	0.068
O	17.779	17.526	25.406	-0.041	-0.093	-0.462
O	18.408	19.361	27.23	0.253	0.058	0.074
O	14.175	4.194	27.835	-0.031	0.076	-0.134
O	23.475	20.106	32.651	-0.259	-0.115	-0.062
O	21.447	7.971	34.664	0.133	0.15	0.698
O	7.389	15.467	32.001	0.153	0.219	0.118
O	11.787	15.806	29.646	0.059	0.073	-0.017
O	6.87	12.173	24.587	-0.044	0.078	-0.164
O	19.872	6.402	23.441	0.074	-0.116	-0.304
O	10.011	18.065	23.411	0.015	-0.291	-0.06
O	15.771	6.83	29.319	-0.092	0.048	-0.07
O	17.941	9.203	23.573	0.273	0.121	-0.374
O	20.993	17.605	29.15	-0.034	0.081	-0.21
O	14.005	8.796	29.987	0.06	0.138	0.127
O	9.083	20.982	34.189	0.222	0.22	0.013
O	16.221	8.566	25.359	0.036	-0.207	0.216
O	8.409	17.731	32.842	0.036	0.063	0.262
O	14.756	16.996	23.414	0.208	0.271	-0.165
O	12.558	17.148	24.852	-0.215	0.146	-0.098
O	16.544	11.095	24.764	0	0.161	-0.052
O	10.308	14.034	30.992	0.04	0.062	0.253
O	13.236	6.288	29.261	-0.05	-0.038	0.123
O	14.031	11.382	29.073	-0.121	0.02	-0.002
O	9.627	12.031	29.363	0.109	0.177	0.153
O	9.83	17.409	28.974	-0.227	0.157	-0.026
O	7.298	18.014	28.684	-0.053	-0.158	0.111
O	10.355	7.647	31.618	0.177	0.101	0.388
O	11.584	4.363	28.406	-0.056	-0.211	-0.088
O	17.634	20.369	32.594	-0.039	-0.065	-0.004
O	22.46	8.881	29.273	0.061	0.17	0.284
O	10.87	8.171	22.525	-0.072	0.016	-0.626
O	17.846	15.743	23.362	-0.224	-0.129	-0.306
O	7.253	9.84	23.371	0.067	0.007	-0.235
O	14.207	8.02	27.5	0.156	0.12	-0.257
O	14.45	15.431	33.827	0.211	-0.01	0.201
O	13.913	10.804	25.458	0.058	-0.115	-0.028
O	18.824	16.183	34.665	-0.036	-0.159	0.604
O	7.974	6.102	25.469	0.044	-0.189	-0.476
O	13.585	10.806	31.627	-0.009	0.043	0.462
O	21.218	15.694	27.365	-0.051	-0.012	-0.111
O	13.003	8.267	25.181	0.031	0.013	-0.139
O	16.075	7.967	34.704	0.084	0.144	0.58
O	6.487	14.588	23.512	-0.164	-0.046	-0.207
O	12.432	15.051	32.167	-0.114	-0.116	0.246
O	9.116	19.921	28.255	0.047	0.108	-0.263
O	18.424	9.876	26.205	0.067	-0.093	-0.349
O	12.626	6.05	26.685	-0.086	-0.141	-0.156
O	19.866	20.632	33.985	-0.076	0.112	0.088
O	8.657	10.532	25.54	-0.364	0.25	-0.314
O	14.544	18.492	29.444	-0.137	0.138	0.248
O	5.412	8.134	22.651	0.173	0.159	-0.437
O	11.219	16.383	27.054	0.122	-0.023	-0.134
O	11.927	9.279	32.965	-0.232	-0.183	-0.132
O	14.895	6.371	25.473	0.155	-0.148	-0.481
O	17.369	14.429	29.021	0.07	0.039	0.082
O	7.91	10.698	34.659	0.021	0.162	0.59
O	14.014	17.063	31.694	-0.31	-0.034	0.323
O	14.341	9.788	33.947	-0.103	-0.122	0.099
O	21.423	13.713	25.657	0.119	-0.284	-0.196
O	9.935	5.503	30.061	0.059	0.153	0.142
O	7.041	4.629	23.443	-0.101	-0.239	-0.268
O	7.66	7.834	27.397	0.212	0.148	-0.023
O	14.143	15.164	25.344	-0.046	0.177	-0.255
O	10.609	13.402	34.655	-0.027	0.196	0.672
O	8.251	7.533	29.94	0.062	0.193	0.252
O	11.307	10.262	25.388	-0.021	0.081	-0.449
O	9.761	8.131	25.868	0.189	-0.14	-0.242
O	17.762	11.62	33.926	-0.169	0.04	0.248
O	8.202	16.318	22.676	0.087	-0.072	-0.369
O	15.839	18.593	27.035	0.023	-0.211	-0.318
O	13.698	13.83	27.707	-0.102	0.161	0.112
O	17.147	18.05	33.933	-0.158	0.007	0.215
O	18.197	10.512	28.863	0.06	0.189	0.224
O	9.689	6.067	27.498	-0.06	0.034	-0.102
O	12.732	13.384	30.102	-0.112	-0.018	0.282
O	12.798	15.232	23.117	0.154	0.064	-0.111
O	18.251	6.59	29.996	0.106	0.052	0.223
O	9.64	14.703	28.547	-0.131	0.152	0.101
O	17.667	16.961	28.032	0.245	-0.033	0.017
O	7.784	13.557	30.233	-0.097	-0.161	0.117
O	18.46	10.692	31.563	0.118	-0.275	0.444
O	20.61	5.423	30.518	0.026	-0.103	0.116
O	10.068	10.025	27.71	-0.229	-0.204	0.142
O	20.61	10.601	30.002	-0.206	0.178	0.307
O	16.111	18.591	31.554	-0.002	0.106	0.54
O	22.391	15.42	29.725	0.183	-0.165	-0.044
O	15.431	13.01	25.982	0.051	-0.287	-0.221
O	13.201	18.125	27.225	-0.268	-0.285	-0.002
O	15.928	16.357	29.981	-0.172	0.109	0.155
O	20.192	4.936	27.971	0.112	0.206	-0.062
O	19.234	4.996	25.615	0.277	0.23	-0.372
O	16.427	13.743	22.488	-0.017	-0.088	-0.219
O	9.517	8.772	33.904	-0.015	-0.035	0.09
O	20.217	12.051	32.991	0.156	0.177	-0.293
O	22.626	18.174	31.153	0.11	0.093	0.415
O	19.093	12.75	29.964	0.162	-0.095	0.106
O	10.981	18.837	25.821	-0.262	0.109	-0.249
O	22.971	16.554	34.328	0.012	-0.223	0.177
O	19.451	13.723	27.451	-0.02	-0.02	-0.069
O	21.806	13.666	31.654	-0.25	-0.264	0.322
O	8.315	6.073	32.079	-0.358	-0.015	0.058

Results
total energy: -101659.525 eV
total energy less fixed offsets of O -438.35, Si -107.03 eV per atom: -6.325 eV
